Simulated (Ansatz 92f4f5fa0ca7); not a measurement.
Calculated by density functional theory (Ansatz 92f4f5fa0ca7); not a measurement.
Periodic cell of 157 atoms, Si96O55N6, from a study of silicon, its oxide and their interface. The atomic structure is a simulated model.

Settings
functional: r2SCAN
potential files: Ansatz norm-conserving
basis: plane waves
wave-function cutoff: 1300 eV
density cutoff ratio: 4
exchange-correlation grid ratio: 1
k mesh: 2 x 2 x 1, shifted by 0.5 0.5 0.5 of a step
self-consistency stop: 5e-08 eV per atom in the density residual
occupations: Fermi-Dirac, 0.05 eV
spin: none
net charge: 0

Cell vectors (angstrom)
a  10.88  0  0
b  0  10.88  0
c  0  0  22.5536

Atoms and the computed forces on them: element, x, y, z (angstrom), force x, y, z (eV/angstrom)
Si  -0.0017  -0.516  -0.0377  -2.335  -1.7227  -1.1428
Si  1.8782  3.0112  -0.1799  1.0059  2.1082  -0.3751
Si  0.116  5.4629  0.7288  0.8414  -0.091  -1.6735
Si  3.2147  7.4987  -0.1116  2.3414  -1.4039  -0.3722
Si  5.5535  -0.2799  -0.1162  1.9576  -0.8985  1.1478
Si  8.5423  3.0028  -0.6155  -1.2202  0.805  1.6365
Si  5.2778  5.1444  0.3219  -2.2776  -0.5433  -0.4448
Si  8.0109  8.4709  0.1146  -2.5442  0.6774  2.925
Si  1.5139  1.0426  0.9473  -0.5637  0.067  0.4782
Si  3.9584  3.6056  1.5243  -0.6183  0.8099  -1.1161
Si  1.5062  7.1664  1.6277  -0.6882  -1.3156  -0.8999
Si  4.2907  9.3894  1.3422  0.2237  -1.6154  -1.1399
Si  6.7193  1.5336  0.9305  0.5351  0.2455  -0.1655
Si  9.3946  3.8822  1.5278  1.5346  -0.5805  -1.5687
Si  6.852  6.4787  1.2604  1.5972  2.2208  0.5572
Si  9.4825  9.6527  1.7739  -0.6207  -0.0732  -1.4758
Si  0.0981  2.2874  2.563  -1.5363  0.3837  -0.2529
Si  3.038  -0.0714  2.4934  -1.7144  1.1164  0.7807
Si  0.0449  8.2992  3.0423  0.5875  0.454  -0.6703
Si  2.6585  5.3419  2.5898  0.3967  0.3355  1.4606
Si  5.6266  2.7899  2.8059  -0.3322  -1.0009  -0.3923
Si  7.9527  0.2681  2.5706  0.6932  0.3719  0.4247
Si  5.5623  8.045  2.756  0.7851  -0.0244  0.192
Si  8.308  5.3554  2.7392  -1.6542  1.1556  1.2882
Si  0.9897  3.973  3.8161  2.0277  1.0968  0.0505
Si  4.0749  1.4563  4.0326  1.5779  -0.8367  -1.0301
Si  1.5375  9.735  4.0651  -0.6093  -0.1307  0.7725
Si  4.0726  6.9083  4.1752  0.1013  -1.6932  -2.0729
Si  6.6913  4.3178  4.2032  2.0432  -1.1086  0.054
Si  9.3229  1.4836  4.113  0.3872  -1.041  -1.3328
Si  6.9355  9.7341  4.0839  -1.9392  -0.7612  -0.3332
Si  9.5555  6.8171  4.1391  -0.47  -0.2622  0.4832
Si  -0.3143  -0.0344  5.3446  2.1717  0.7496  -0.1168
Si  2.6683  2.8684  5.0477  0.2463  1.7279  1.0991
Si  0.0176  5.3821  5.4303  -0.4482  -0.0944  -0.6717
Si  2.9658  8.3242  5.4423  -1.6981  0.3772  -0.3194
Si  5.4456  0.1913  5.4591  0.4699  -0.9765  -0.4057
Si  8.2051  2.6881  5.6844  -0.5051  2.5015  -1.3715
Si  5.412  5.6535  5.5311  -0.6204  -0.8843  1.0089
Si  8.0906  8.2149  5.4497  0.6697  0.2816  0.7555
Si  1.5359  1.404  6.2759  -2.3763  -1.4501  1.2758
Si  4.0975  4.0353  6.8555  -0.1041  0.5747  -0.0677
Si  1.4205  6.8837  6.4581  0.7094  0.2506  2.1416
Si  4.3495  9.5271  6.7802  -0.9726  1.6621  -1.6004
Si  6.8084  1.4208  6.9099  0.2043  -0.8975  0.9268
Si  9.679  4.0579  6.874  -1.2331  -0.2893  0.744
Si  6.8231  6.8367  6.9488  -0.807  0.9259  -0.2498
Si  9.413  9.6176  6.9519  -0.2329  -0.3183  -0.8064
Si  0.1006  2.3657  7.9401  1.305  2.6994  -0.4366
Si  2.7181  -0.0143  7.6743  1.1389  0.95  -2.0463
Si  0.0616  8.2764  7.9436  1.4909  0.3359  -0.1939
Si  2.7941  5.6772  8.2411  -0.4586  -0.8335  -2.48
Si  5.4602  2.5257  8.3993  -0.1697  1.4868  -1.0271
Si  8.2602  0.1625  8.447  -0.0714  0.2323  0.1509
Si  5.4514  8.521  8.3154  2.6205  -1.3103  0.3086
Si  8.0164  5.3502  8.2245  2.548  0.1494  -0.133
Si  1.4127  4.1394  9.2541  -0.6111  -1.7508  -0.0718
Si  3.7787  1.2027  9.1914  0.5934  -1.1588  0.732
Si  1.6301  9.8189  9.1563  -2.7836  -0.9777  1.8183
Si  3.9415  7.2777  9.3576  -1.0138  -0.8903  2.0149
Si  6.7012  4.0598  9.6744  -0.4855  0.1478  0.2101
Si  9.8905  1.609  9.768  -1.4264  -0.6942  0.0481
Si  6.9501  9.5897  9.7997  -1.0284  0.7527  1.0561
Si  9.822  6.8754  9.2853  -1.0626  -0.9916  0.753
Si  0.5435  0.4322  11.0522  -0.031  -0.1774  0.3272
Si  2.5328  2.5064  10.4793  0.4416  1.2455  1.5194
Si  -0.0461  5.1585  10.6255  -1.3263  1.6898  1.0181
Si  2.3095  8.4589  10.8627  2.4422  0.8484  -2.3102
Si  4.5974  -0.0633  11.1662  1.0385  -0.5598  -0.1271
Si  8.5621  3.2053  10.9835  0.2473  0.6555  2.2301
Si  5.6004  6.1003  10.4732  2.3268  -0.9331  1.6122
Si  8.3198  7.8953  10.8099  -1.5626  -2.4407  0.4382
Si  2.5165  0.4667  15.7964  1.7535  -1.892  -0.5731
Si  1.9249  2.261  13.5916  0.8157  -1.8609  0.0829
Si  2.8378  7.6536  16.1366  2.2602  0.3959  1.8609
Si  2.7513  8.8999  13.6145  -1.8669  2.7348  1.2049
Si  4.7962  2.7384  12.3876  0.6624  2.0713  0.8467
Si  5.8929  5.5666  13.4441  -1.7307  0.9121  -3.4841
Si  3.629  4.2726  14.6462  1.1676  0.4727  3.0037
Si  7.3216  7.344  18.8456  0.1301  2.544  2.8199
Si  1.0145  5.0568  13.5874  -2.8983  0.2965  0.9959
Si  1.0982  0.2052  18.6002  1.8762  -3.4174  -0.9725
Si  -1.1234  9.3034  19.6465  1.0863  0.3242  -1.3593
Si  4.42  5.1881  17.2843  1.1527  -1.0917  -2.2438
Si  10.593  -2.145  12.3772  1.2591  0.8021  0.5321
Si  7.8211  -7.0405  13.7104  -1.2806  -2.4234  3.2444
Si  8.461  6.9216  13.7671  -0.1639  -0.7976  3.8742
Si  11.0065  7.6401  14.9994  1.1994  -2.2404  0.0662
Si  3.9654  -0.089  19.7677  -0.7724  0.0656  -2.5491
Si  8.397  4.4345  19.2343  2.1516  2.5377  -5.0689
Si  -0.0632  13.6717  20.0875  3.3876  0.2394  -1.3136
Si  4.9652  6.0129  20.2013  -1.1743  0.7828  0.5101
Si  6.8228  3.5841  16.6721  -0.4987  1.5827  1.2532
Si  5.0401  1.0584  17.3666  -1.42  4.8725  1.5648
Si  5.1573  9.1482  17.7149  -0.9521  -1.5137  -1.068
Si  10.5299  7.6313  21.4134  -0.5441  -0.7155  -0.9484
O  -0.804  2.442  21.5841  -0.6089  -0.4429  -2.7211
O  0.4536  1.612  18.7944  -2.0829  4.1419  3.2154
O  1.5002  3.1423  20.7536  -1.5434  -0.9827  -0.1192
O  4.5558  -0.0829  21.2069  0.5596  0.8717  1.3931
O  -0.3423  6.0166  21.705  0.8671  0.9902  1.2968
O  1.4919  4.5495  0.3385  -0.7592  -1.4941  -0.0904
O  3.6835  6.9831  20.7791  0.2466  0.6671  1.3661
O  4.1963  6.3661  0.6995  -0.7816  1.1215  -0.9707
O  10.7079  -2.8553  19.8377  1.0073  -2.3164  2.2481
O  4.5287  -5.6808  18.8612  -0.457  0.791  1.3562
O  5.9532  2.3369  17.1188  -0.1524  -1.0059  0.2086
O  7.9219  3.9503  20.6425  -0.782  -1.4894  2.9795
O  5.0119  4.8019  21.2689  1.204  0.0291  1.2972
O  4.4142  1.3641  18.9578  0.6137  -3.7939  -1.2909
O  4.5464  9.2928  19.1902  -0.0238  3.1589  0.9522
O  6.4829  6.7008  20.163  -2.0744  0.682  -0.2974
O  -2.5512  -2.1438  19.0791  -1.0424  -0.1105  -0.1692
O  -0.5195  -0.4779  12.0506  1.3752  -1.2885  -0.5981
O  3.9579  3.3171  10.992  0.7438  -0.8102  2.5209
O  0.7262  5.5994  12.0531  -0.1335  -0.9311  0.6873
O  0.7291  8.1938  11.1229  -1.2245  -0.244  1.4689
N  3.3374  9.371  11.9604  -0.5958  -0.3654  1.8683
O  3.2966  7.7243  14.6001  0.4142  0.6531  -2.1462
N  1.793  1.5745  11.8683  -0.9499  -0.2512  0.3636
O  1.6217  1.5492  15.1102  -0.7055  1.7239  -3.2001
O  8.6147  2.8816  12.7657  1.3882  -1.3429  -3.698
N  6.2428  3.7675  13.0939  -2.046  2.219  -1.7494
O  7.2296  6.566  10.9591  -0.562  1.7754  -0.9878
N  3.6228  2.8118  13.686  -0.8191  0.9598  -0.0872
N  9.0065  7.8686  12.5084  2.1098  1.7995  -2.6323
O  0.8631  -7.4667  13.8073  -1.3263  2.5178  -1.1908
O  2.771  -0.595  14.545  0.3361  -0.6944  -0.1446
O  5.3015  1.2149  12.0955  -1.0492  -1.1737  -0.4291
O  6.0576  5.0516  16.9318  -0.6017  -0.4937  -0.6228
O  3.318  6.2678  16.8174  -0.0989  1.0551  0.0004
O  4.8868  5.3238  14.6196  -1.0664  0.0129  -0.0212
N  11.7123  8.5807  13.7022  -0.4518  -0.7022  -0.5623
O  1.813  -0.0624  17.1095  -1.2292  0.3113  2.1729
O  11.0701  5.9242  14.7598  0.522  0.8884  -1.7358
O  9.2821  4.7053  11.0967  1.4531  -1.1768  -0.4236
O  13.3469  5.3008  14.0941  2.9916  -0.9231  0.575
O  9.3574  7.703  15.1425  -0.4294  -0.5341  -2.0048
O  3.8857  3.9306  16.3639  -1.8652  -0.1792  -2.2157
O  8.54  5.24  14.0208  0.6767  1.579  -1.1525
O  10.7879  9.9675  18.5466  -0.7309  1.4442  0.1365
O  -0.8974  -0.666  21.0218  -0.1235  2.107  0.2781
O  -5.8435  6.051  11.9897  0.3385  -0.844  2.7299
O  1.2687  7.9291  16.1889  -1.6951  -0.3043  0.076
O  -0.8418  4.0684  19.3667  0.398  -1.6775  0.4694
O  0.4214  8.7536  22.3901  1.0567  -1.7476  -0.609
O  2.3414  10.7448  19.7769  -1.6199  0.484  -1.2615
O  3.9489  1.0231  16.2395  -1.8136  0.818  -1.0097
O  6.878  9.5852  22.1119  -0.1834  0.0025  -0.0003
O  6.8108  6.8967  13.8825  0.108  -0.4472  -0.6199
O  7.9084  3.7139  17.8408  1.6974  0.1025  2.8277
O  8.2739  -4.7326  18.7113  2.5638  -5.0175  0.1356
O  3.8118  8.7816  16.8787  -0.3292  -0.7297  -0.7821
O  8.9075  7.951  21.5079  0.9568  -0.8849  -0.8314
O  5.6587  -0.31  17.0347  2.8107  -4.8043  1.6617
O  7.5087  3.2513  15.2941  1.1286  0.681  -2.2427
O  6.1441  7.8164  17.8735  -0.3708  1.5615  -1.4915

Results
free energy: -38552.744 eV
free energy less fixed offsets of N -289.75, O -463.61, Si -117.95 eV per atom: 7.506 eV
pressure: -2.37 GPa
stress xx, yy, zz, yz, xz, xy (GPa, positive in tension): 2.36, 1.98, 2.78, 1.49, 1.42, 2.07

The program warned: the forces do not sum to zero within the program's tolerance.
